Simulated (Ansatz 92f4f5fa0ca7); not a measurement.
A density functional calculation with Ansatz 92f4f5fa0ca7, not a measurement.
Periodic cell of 237 atoms, Si146O90As1, from a study of silicon, its oxide and their interface. The atomic structure is a simulated model.
Doubt: the cutoff is far below the 930 eV that the study's wrapper takes by default for these files, so forces and energies are approximate.

Settings
functional: PBE
potential files: Ansatz PAW
basis: plane waves
wave-function cutoff: 580 eV
density cutoff ratio: 5
exchange-correlation grid ratio: 1
k mesh: 1 x 1 x 1, Gamma-centred
self-consistency stop: 5e-08 eV per atom in the density residual
occupations: fixed
spin: none
net charge: +1 e, with a uniform compensating background and no finite-size correction

Cell vectors (angstrom)
a 11.6015 0 0
b 0 10.938 0
c 0 0 32.0622

Atoms and the computed forces on them: element, x, y, z (angstrom), force x, y, z (eV/angstrom)
Si -0.1928 -0.0626 23.29 0.0084 0.0411 0.089
Si 3.6736 0.1997 23.1122 0.0299 0.019 0.101
Si 7.5535 -0.1367 23.4461 -0.0117 0.0282 0.0298
Si 1.692 1.3737 23.4302 -0.021 -0.0449 0.0604
Si 5.7364 1.4084 23.1915 -0.0094 -0.0553 0.0642
Si 9.4433 1.2279 23.3721 0.0301 -0.0355 0.0997
Si 0.1606 5.3142 23.4668 0.0016 0.0367 0.0513
Si 4.1216 5.3014 23.3992 0.0093 0.038 0.0614
Si 8.0342 5.6116 23.5513 -0.0205 0.0392 0.0522
Si 2.1567 6.5858 23.374 -0.0154 -0.0476 0.0875
Si 5.9673 6.7737 23.4808 0.0116 -0.0387 0.0391
Si 10.0113 6.8716 23.6029 -0.0071 -0.0383 0.0501
Si 1.904 2.6679 25.3922 0.0105 0.0054 -0.0148
Si 5.8332 2.6576 25.2552 0.007 0.0024 -0.0232
Si 9.6275 2.6879 25.2713 -0.0033 -0.0087 -0.0189
Si 11.5953 4.0048 25.3913 0.0012 0.0013 -0.0084
Si 3.8947 3.9735 25.3243 -0.0124 0.003 0.0021
Si 7.7421 4.0958 25.3498 0.0093 0.0131 0.0151
Si 1.9726 8.1533 25.1943 -0.0002 0.0082 -0.0127
Si 5.7742 8.1706 25.3662 0.007 0.0027 0.0096
Si 9.711 8.2662 25.438 -0.0092 -0.0038 0.0168
Si 11.639 9.5623 25.2756 -0.0073 0.0024 -0.0305
Si 3.8651 9.589 25.0768 0.0073 -0.0001 -0.0262
Si 7.6893 9.5221 25.4114 0.0114 -0.002 -0.0098
Si 11.649 -0.0067 27.2155 -0.0079 0.011 0.0047
Si 3.9036 -0.0507 27.1193 0.0022 0.0223 -0.0136
Si 7.7592 -0.0198 27.295 0.0078 -0.0102 0.0175
Si 1.9867 1.3136 27.2889 -0.0024 -0.0074 0.0141
Si 5.8325 1.3233 27.2031 -0.0031 -0.0177 -0.0115
Si 9.6926 1.333 27.2166 0.004 -0.012 -0.0147
Si 11.5907 5.4718 27.2406 -0.0056 0.0102 0.0087
Si 3.8464 5.4228 27.216 0.0075 0.0102 0.016
Si 7.7141 5.4657 27.2749 -0.0009 -0.0009 0.0073
Si 1.9366 6.824 27.1742 0.0004 -0.0262 -0.0159
Si 5.7596 6.8006 27.277 0.0089 -0.0089 0.0125
Si 9.6557 6.8212 27.2984 -0.0154 0.0033 0.0092
Si 1.9462 2.7235 29.1889 -0.0453 0.0099 -0.0015
Si 5.7956 2.7218 29.1259 0.0049 0.0194 0.0273
Si 9.679 2.7277 29.1477 -0.0164 0.003 0.0388
Si 0.011 4.0972 29.1665 0.0146 -0.0234 -0.0208
Si 3.864 4.0906 29.1706 0.0292 0.0101 -0.0054
Si 7.7322 4.0874 29.1916 0.0165 -0.0053 -0.0397
Si 1.9403 8.1888 29.1193 0.0007 0.0116 0.0061
Si 5.7918 8.1862 29.1908 0.0415 0.0043 -0.0478
Si 9.6709 8.1961 29.2228 0.017 -0.017 -0.0442
Si 0.0067 9.5567 29.1502 -0.0075 0.0051 0.0394
Si 3.8743 9.5584 29.1011 -0.0245 0.0155 0.0826
Si 7.7341 9.5459 29.2137 -0.0242 0.0004 -0.0276
Si 0.002 0.0002 31.0945 -0.0046 -0.0184 -0.0107
Si 3.8615 0.0072 31.0599 -0.001 -0.0459 -0.0221
Si 7.7294 0.0067 31.1175 0.0075 0.0109 0.0028
Si 1.9295 1.3696 31.1169 0.0057 -0.005 0.0393
Si 5.7971 1.3689 31.0652 -0.0125 -0.0102 -0.0176
Si 9.6676 1.3613 31.0954 0.0054 0.0209 -0.0273
Si 0.008 5.469 31.0963 0.0013 0.0059 -0.0109
Si 3.8691 5.4771 31.0972 -0.0039 -0.0192 0.0194
Si 7.739 5.4675 31.1258 0.0069 -0.0084 -0.0076
Si 1.9369 6.8397 31.0714 0.0046 0.015 -0.0119
Si 5.8034 6.8314 31.1159 -0.0002 -0.0147 0.023
Si 9.6766 6.8269 31.145 -0.0025 0.0082 0.0241
Si 1.9307 2.7508 0.9882 -0.0145 0.0151 -0.0175
Si 5.7947 2.7481 0.9266 0.0239 0.0154 0.0284
Si 9.6675 2.7348 0.9739 -0.0138 -0.005 -0.0276
Si -0.014 4.108 0.9612 0.0321 -0.0098 0.0212
Si 3.8649 4.1159 0.9741 -0.0044 0.0047 -0.0095
Si 7.7407 4.1082 0.9984 -0.0244 -0.0187 -0.0196
Si 1.9292 8.2162 0.9425 -0.0016 0.0076 0.0188
Si 5.7993 8.2263 0.9634 -0.0183 0.0104 0.0242
Si 9.6658 8.2215 1.0089 0.0233 -0.0006 -0.021
Si -0.0044 9.5901 0.9858 0.0196 -0.0126 -0.0317
Si 3.8608 9.5882 0.9557 -0.0061 0.0141 -0.0367
Si 7.7377 9.5804 0.9881 -0.0154 0.0034 -0.0136
Si 11.6096 0.0358 2.9217 -0.0025 0.0104 0.0127
Si 3.8541 0.0242 2.906 0.0107 0.0062 0.0015
Si 7.7408 0.0257 2.9041 -0.0043 0.0072 -0.0028
Si 1.9334 1.4023 2.9278 0.0019 -0.003 -0.001
Si 5.8104 1.367 2.8355 -0.0008 0.0101 -0.0175
Si 9.6621 1.3861 2.9246 -0.0012 -0.0039 -0.0066
Si 11.5635 5.5041 2.87 0.0137 0.0095 -0.0086
Si 3.8777 5.4983 2.9063 -0.0116 0.0149 -0.0011
Si 7.7377 5.5136 2.9179 0.0045 0.0223 0.0108
Si 1.9126 6.8232 2.8569 -0.0046 -0.0039 -0.0158
Si 5.8101 6.8609 2.8846 -0.0008 -0.0016 -0.0088
Si 9.659 6.901 2.9719 0.0039 -0.0177 -0.0045
Si 1.9125 2.8342 4.8232 0.0019 -0.0116 0.015
Si 5.8369 2.7279 4.7448 0.002 -0.0052 0.0013
Si 9.6005 2.7965 4.8365 0.0085 0.0001 0.0147
Si 11.5423 4.1351 4.7806 -0.0018 0.0055 0.001
Si 3.9176 4.0983 4.8163 0.0022 0.0131 0.0159
Si 7.7189 4.2047 4.8793 -0.0002 -0.0012 0.0184
Si 1.886 8.1507 4.7969 0.0078 0.0002 0.0087
Si 5.8095 8.2619 4.7812 -0.0028 -0.0011 0.0238
Si 9.6614 8.3243 4.9082 -0.0039 0.0027 0.0201
Si 11.6315 9.6564 4.8875 0.0023 -0.01 0.0122
Si 3.8185 9.4857 4.7753 -0.0113 0.0034 0.0198
Si 7.7226 9.6785 4.8862 0.0031 0.0032 0.0077
Si 11.5964 0.2273 6.7819 0.0288 0.0333 -0.0614
Si 3.7548 -0.0514 6.6372 0.0378 0.0243 -0.096
Si 7.713 0.0552 6.9057 0.0235 0.0447 -0.0811
Si 2.0472 1.5025 6.7565 -0.0339 -0.0135 -0.0634
Si 5.7138 1.2769 6.6182 0.0003 -0.0401 -0.0332
Si 9.6471 1.5203 6.8342 -0.0407 -0.0446 -0.0691
Si 11.5263 5.4994 6.697 0.0105 0.0434 -0.0651
Si 3.9813 5.4308 6.7811 0.0032 0.025 -0.0584
Si 7.7357 5.6703 6.8187 0.0225 0.0442 -0.0828
Si 1.9762 6.6456 6.6466 -0.0051 -0.0411 -0.0903
Si 5.8111 6.976 6.738 -0.0128 -0.0362 -0.0791
Si 9.7544 7.0388 6.907 -0.0143 -0.0393 -0.0646
O 10.0022 7.9662 8.3056 0.046 0.0743 0.1659
O 7.6701 9.9277 8.2174 -0.0431 -0.0576 0.1473
O 7.3951 4.7303 8.158 -0.0015 -0.0462 0.2155
O 3.3879 10.336 8.1906 -0.0032 -0.0631 0.2243
O 2.038 7.5621 8.0245 -0.0138 0.0547 0.2088
O 4.0063 4.5783 8.2352 -0.0031 -0.0416 0.1291
O 9.7727 2.4508 8.2275 0.0284 0.0812 0.1652
O 2.6129 2.3308 8.125 0.0362 0.0272 0.1106
O 11.3849 4.5753 8.073 -0.0276 -0.0566 0.1626
O 5.3623 2.349 7.8348 -0.0289 0.0401 0.1001
O 5.8161 7.9746 8.0856 0.0233 0.0744 0.1615
O 11.3322 10.3064 8.1711 -0.0062 -0.0681 0.1527
O 11.2819 10.0871 21.8089 -0.0206 -0.0763 -0.1548
O 3.2392 10.7003 21.5342 0.0089 -0.0492 -0.1968
O 5.7793 7.7719 22.1533 0.0176 0.0502 -0.1038
O 4.2219 4.4582 21.9452 0.0295 -0.0452 -0.1399
O 7.6839 9.6883 22.1785 -0.0267 -0.0513 -0.1023
O 10.3204 7.6676 22.1736 0.0238 0.0543 -0.1452
O 1.6128 2.3952 22.1214 -0.0253 0.0619 -0.1367
O 5.9427 2.4416 21.8789 -0.0051 0.0711 -0.1426
O 8.4408 4.7033 22.2137 0.0013 -0.0216 -0.157
O -0.0669 4.4539 22.0378 0.0159 -0.0599 -0.1331
O 2.3218 7.3661 21.9221 0.0065 0.0277 -0.2032
O 9.1378 1.8858 21.8732 0.0095 0.0507 -0.2189
Si 1.9234 7.7887 9.6036 0.0414 0.0264 -0.373
Si 5.0265 0.598 17.6992 -0.058 -0.0195 0.2004
Si 2.5006 5.4221 14.0138 0.0364 -0.0503 -0.0555
Si 10.5463 3.8341 14.0516 0.0525 -0.0224 -0.0359
Si 8.2742 2.373 15.2722 -0.0111 -0.0243 0.0655
Si 9.5547 2.247 20.3485 0.02 0.0453 0.3405
Si 10.4958 3.6579 9.0721 -0.0334 0.008 -0.3337
Si 0.0406 2.3221 11.5655 -0.0289 0.0159 -0.2368
As 11.0255 8.171 15.4237 -0.1373 -0.2786 0.07
Si 5.1746 6.9368 13.9997 0.0054 -0.0186 -0.0773
Si 5.7514 2.6251 11.1126 -0.0296 0.0441 -0.2764
Si 8.6008 7.6625 19.4075 -0.0647 -0.0559 0.3344
Si 8.1171 4.84 20.6301 -0.0201 -0.0081 0.2413
Si 5.9192 9.5996 15.2044 0.0352 0.0498 0.0815
Si 2.1083 7.6423 20.3407 -0.0243 0.045 0.3178
Si 1.9352 4.8822 18.804 0.1173 -0.0307 0.374
Si 4.4928 3.4498 18.0153 -0.0157 -0.0114 0.2661
Si 8.4421 8.9522 16.8719 -0.3859 -0.2036 0.1792
Si 0.8361 9.515 13.2351 -0.1121 -0.004 -0.4251
Si 9.8975 10.6464 11.7244 -0.0363 -0.0273 -0.2202
Si 5.3484 3.711 21.0177 0.014 0.0051 0.3092
Si 0.5941 5.4663 16.2799 0.1315 -0.2797 -0.1027
Si 10.7897 9.1389 9.1487 -0.0324 -0.0049 -0.3774
Si 6.5708 8.8938 21.2803 0.0025 0.0026 0.2503
Si 7.0984 7.1046 11.4736 -0.023 0.0191 -0.3092
Si 2.7001 0.7683 12.178 0.081 0.0292 -0.2304
Si 10.8983 8.6886 21.0493 0.0065 0.0359 0.31
Si 6.049 4.3219 15.6386 -0.0403 -0.0158 0.0946
Si 7.0774 0.4971 12.9725 -0.0218 0.0188 -0.1619
Si 4.0581 2.9742 8.5894 -0.0187 0.0341 -0.2712
Si 0.8877 6.7168 11.8813 0.1349 -0.0789 -0.2406
Si 6.5762 9.0427 9.0659 0.0037 0.0252 -0.3064
Si 0.67 3.2864 21.1529 -0.0095 -0.018 0.3041
Si 9.7733 6.4437 12.828 -0.1133 -0.0518 -0.2759
Si 7.707 4.5364 9.7394 0.0213 -0.0116 -0.3076
Si 3.987 10.0672 20.2177 0.0208 -0.0145 0.3334
Si 4.2823 3.0404 13.5332 0.0352 0.0029 -0.0942
Si 3.8658 10.0152 9.7185 0.0425 -0.02 -0.3362
Si 8.0295 0.8058 18.0618 0.0282 0.1348 0.2432
O 11.5122 3.2148 12.917 -0.0386 0.057 0.1374
O 9.3327 4.4897 9.8834 -0.019 0.0086 0.1108
O 8.8008 3.5984 19.8557 0.0113 -0.0202 -0.1121
O 4.0281 -0.0575 18.8087 0.0267 0.0635 -0.1984
O 11.2738 4.5846 15.3033 0.0423 0.0708 0.0137
O 9.8666 9.7811 10.3409 -0.014 0.0415 0.2083
O 3.7729 1.5401 13.1352 -0.0041 0.0052 0.0596
O 0.7194 9.1609 14.8821 -0.3476 -0.4365 0.4999
O 6.4538 1.0286 18.3986 0.0163 -0.0103 -0.0707
O 4.7443 3.1796 19.6062 -0.0386 -0.018 -0.2376
O 6.2434 1.1887 11.7474 0.0323 -0.0455 0.0957
O 0.5391 8.6091 9.8941 0.0173 -0.0158 0.1655
O 5.6464 4.3185 17.2281 0.0393 0.0293 -0.1037
O 8.4377 7.1895 12.3887 0.1456 -0.036 0.1113
O 4.4032 2.6484 10.1609 0.0611 -0.0126 0.1864
O 2.0426 5.6794 15.5664 -0.1138 0.0365 0.0046
O 3.3901 0.0892 10.8864 -0.0748 0.0701 0.2045
O 5.8891 7.2271 12.5569 -0.044 0.0011 0.1114
O 2.2719 6.3605 19.3621 -0.0116 -0.0606 -0.139
O 0.6499 4.8915 17.7817 -0.1387 0.13 -0.1879
O 8.4052 10.6887 12.3711 -0.0008 0.0145 0.0602
O 5.4843 10.0665 9.7001 -0.026 0.009 0.1136
O 0.5979 8.2164 20.1899 0.0364 -0.0243 -0.1123
O 9.7789 2.5861 14.722 0.0152 0.0116 -0.0222
O 2.0044 10.6042 13.1664 -0.1054 -0.0879 0.1243
O 9.9334 9.2542 16.1675 0.7167 -0.3642 -0.4623
O 6.1441 10.3613 13.779 -0.0082 -0.0234 0.0398
O 7.4741 1.6007 14.0965 0.0192 0.0229 0.0481
O 1.664 3.9093 20.0487 0.0436 0.0793 -0.2119
O 5.9135 5.7855 14.914 -0.0002 0.0146 0.0013
O 7.3618 8.9462 15.6776 0.0433 0.0378 0.0324
O 1.5292 1.7067 11.5924 0.0109 -0.0113 0.0652
O 7.2045 8.2856 10.3639 0.0184 -0.0701 0.1782
O 4.3053 1.9978 17.2771 -0.0039 -0.0171 -0.0745
O 7.0405 3.1598 10.2829 -0.0323 -0.0336 0.1118
O 11.5403 6.9979 16.5731 -0.2477 0.7379 -0.4465
O 8.2034 10.1474 17.891 0.0906 -0.1205 -0.1331
O 3.2584 8.5545 10.1203 -0.0162 -0.005 0.1023
O 7.6003 3.834 15.5319 0.0103 0.0032 -0.0106
O 3.1401 4.3253 17.8859 0.0019 -0.0134 -0.0906
O 2.9213 3.8937 13.7282 -0.0276 0.0514 0.0521
O 1.3038 8.173 12.4889 -0.0293 0.0818 0.1363
O 1.2159 5.6572 13.0552 -0.0277 0.0347 0.0667
O 4.9908 8.3032 14.8814 -0.0217 -0.0099 -0.0018
O 11.1756 2.3993 20.3287 -0.0214 -0.0146 -0.1249
O 10.9327 9.9588 12.8115 0.1543 -0.0092 0.035
O 5.2966 3.5864 12.3656 -0.0384 0.0045 0.1132
O 5.1092 3.1878 14.9204 0.0086 -0.0131 0.0085
O 6.487 4.803 20.5533 0.0077 -0.0001 -0.1011
O 8.3921 1.5278 16.6523 -0.0022 0.0364 -0.1025
O 10.4411 1.2194 11.4786 0.0196 -0.0379 0.1009
O 10.8804 6.578 11.646 -0.0728 0.0288 0.1743
O 3.2594 8.669 19.8442 -0.0026 -0.0049 -0.1197
O 1.7444 6.4368 10.5247 -0.0713 -0.0039 0.1751
O 7.1749 8.1863 19.9588 0.0698 -0.027 -0.1332
O 8.5486 7.5915 17.7549 -0.0099 0.084 -0.1898
O 3.6723 6.4533 13.6276 -0.0215 -0.0198 0.0347
O 9.5397 4.9228 13.3394 0.0492 0.0813 0.0184
O 5.5285 9.9864 20.718 -0.0319 0.0021 -0.1188
O 10.2966 7.322 14.1431 0.2556 0.482 0.7239
O 8.7954 6.1523 19.9546 0.0261 0.0605 -0.1163
O 7.0548 5.7037 10.6613 -0.004 0.076 0.1457
O 5.296 10.5523 16.3933 -0.0056 -0.0523 -0.0999
O 9.0545 1.147 19.2648 -0.0655 -0.0781 -0.1893
O 11.554 3.1815 10.2013 0.0493 -0.0511 0.1824
O 9.7492 8.7171 19.8857 -0.041 -0.0277 -0.1364

Results
free energy: -148851.372 eV
free energy less fixed offsets of As -4856.12, O -568.88, Si -635.61 eV per atom: 3.008 eV

The program warned: the cutoff lies below the one the program advises for these potential files; the forces do not sum to zero within the program's tolerance; the exchange-correlation potential is rough where the density is thin.
